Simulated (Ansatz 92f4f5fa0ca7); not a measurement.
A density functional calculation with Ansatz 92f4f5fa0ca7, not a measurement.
Periodic cell of 148 atoms, Si92O56, from a study of silicon, its oxide and their interface. The atomic structure is a simulated model.

Settings: functional r2SCAN; potential files Ansatz norm-conserving; basis plane waves; wave-function cutoff 1300 eV; density cutoff ratio 4; exchange-correlation grid ratio 1; k mesh 2 x 2 x 1, shifted by 0.5 0.5 0.5 of a step; self-consistency stop 5e-08 eV per atom in the density residual; occupations Fermi-Dirac, 0.05 eV; spin none; net charge 0.

Cell vectors (angstrom)
a	10.88	0	0
b	0	10.88	0
c	0	0	21.4337

Atoms: element, x, y, z (angstrom)
Si	-0.1067	0.9163	-0.4037
Si	2.61	2.7218	0.1158
Si	0.2235	4.9003	-0.2972
Si	3.3244	7.726	-0.123
Si	5.8258	-0.3709	0.3256
Si	8.2053	2.7549	0.0596
Si	5.2857	5.2679	0.2576
Si	7.1956	8.5916	-0.0338
Si	1.2939	1.3994	1.4354
Si	4.0288	3.9238	1.5633
Si	1.6056	6.9959	1.3923
Si	4.1118	9.4012	1.4216
Si	6.8187	1.3962	1.4371
Si	9.5482	4.1056	1.3245
Si	6.6594	6.7372	1.3963
Si	9.7207	9.5441	1.2154
Si	-0.0261	2.7517	2.7823
Si	2.6409	-0.0993	2.7052
Si	0.1351	8.2583	2.7306
Si	2.7102	5.4099	2.832
Si	5.4324	2.6336	2.8651
Si	8.2472	-0.0148	2.7028
Si	5.3711	8.0622	2.8641
Si	8.2424	5.5217	2.6743
Si	1.3509	4.0589	4.1825
Si	4.0148	1.2563	4.133
Si	1.3728	9.5257	4.2156
Si	4.0231	6.7635	4.2475
Si	6.8313	4.1137	4.0675
Si	9.5322	1.3295	4.1437
Si	6.8134	9.4792	4.099
Si	9.5905	6.8697	4.0615
Si	0.0179	-0.0044	5.5618
Si	2.7019	2.6542	5.5373
Si	0.0276	5.4898	5.4603
Si	2.6776	8.1366	5.6117
Si	5.3894	-0.0923	5.4791
Si	8.0978	2.6684	5.4263
Si	5.4558	5.4275	5.5077
Si	8.1416	8.1099	5.4699
Si	1.3866	1.3023	6.9757
Si	4.0671	4.0921	6.8355
Si	1.3348	6.7562	6.9818
Si	4.0762	9.466	6.9747
Si	6.7154	1.3075	6.7985
Si	9.5149	4.056	6.6477
Si	6.7762	6.7844	6.9137
Si	9.4966	9.4548	6.8191
Si	-0.1168	2.734	8.0812
Si	2.7228	-0.1111	8.4499
Si	-0.0965	8.1336	8.2864
Si	2.7554	5.3871	8.3532
Si	5.514	2.841	8.1346
Si	8.0189	-0.1347	8.0885
Si	5.336	8.0745	8.4058
Si	8.2654	5.3672	8.068
Si	1.183	4.0349	9.5091
Si	3.892	1.1286	10.2223
Si	1.3036	9.4074	9.7084
Si	4.0216	6.7531	9.9621
Si	6.933	4.0951	9.4351
Si	9.3853	1.2572	9.2872
Si	6.6384	9.5873	9.6676
Si	9.4425	6.6795	9.5544
Si	0.1884	0.3639	10.5969
Si	1.4319	2.2853	11.0719
Si	0.0514	5.5721	10.9281
Si	2.1934	7.902	11.4238
Si	5.6929	0.1427	11.2884
Si	7.9295	2.3549	10.7047
Si	5.9631	5.679	10.8355
Si	7.711	7.2787	11.0593
Si	-4.6382	-6.5389	13.7981
Si	1.74	1.5288	15.5599
Si	1.9352	8.5731	13.7896
Si	3.7446	7.7375	18.2552
Si	0.0426	1.7641	18.1449
Si	9.0803	-2.4584	16.4079
Si	8.455	2.1048	14.5778
Si	5.0327	9.5367	14.1771
Si	6.7429	8.9214	18.2419
Si	-0.1685	0.1042	13.6704
Si	1.1896	7.2826	16.4664
Si	7.2856	7.2033	14.1736
Si	4.0211	-5.4823	18.1061
Si	-0.7629	3.5192	12.7881
Si	4.4989	1.2565	19.4498
Si	-2.5116	11.2719	17.0851
Si	4.402	0.6938	16.3578
Si	6.0154	3.9725	19.905
Si	3.997	3.5259	15.6144
Si	11.9239	4.7895	18.3294
O	-1.5608	1.6648	-0.4952
O	0.5693	1.1371	-1.886
O	5.158	0.0385	-1.1451
O	0.456	6.3282	0.4324
O	1.511	3.8763	-0.3162
O	5.1874	8.5154	-3.5776
O	3.1875	8.2445	-1.6956
O	1.1886	6.5868	-9.9415
O	6.9665	-2.404	-1.6506
O	10.5209	-0.6707	-0.0896
O	11.0181	5.3624	-1.8801
O	7.6234	3.6879	-1.2275
O	4.2191	6.3927	-0.3653
O	5.497	5.0088	-2.6976
O	8.7965	8.5041	0.3124
O	4.5716	2.3827	9.4335
O	2.9713	1.821	11.4546
O	0.7128	2.936	12.4132
O	-0.3557	-0.0926	12.0848
O	-2.9751	7.1996	12.6844
O	0.62	9.5871	14.1027
O	-1.2121	3.2261	14.3476
O	1.5795	7.3514	14.8735
O	-6.639	-10.3071	17.9772
O	3.4593	-1.7672	14.1591
O	5.3959	-0.5985	12.7545
O	6.8331	1.344	11.4506
O	6.0624	4.7875	12.2544
O	7.6932	8.8944	10.7738
O	9.1587	-0.827	16.3323
O	10.1814	5.0757	12.3403
O	-2.9746	-2.8305	17.4811
O	2.4317	3.0197	15.4601
O	0.8747	1.2137	14.2446
O	-1.4992	1.2248	18.0469
O	0.3203	25.1207	18.0151
O	-6.8215	4.8254	16.5648
O	0.8157	1.2007	16.8429
O	2.429	8.0066	17.2679
O	-1.6859	0.6951	14.0545
O	10.5896	7.9391	16.7538
O	6.8424	-5.2077	14.5815
O	16.4006	2.5053	19.3773
O	13.5235	4.7072	18.733
O	5.3204	10.5137	15.4915
O	2.9535	11.3505	15.67
O	3.1899	1.8691	20.2299
O	-1.9166	2.8143	11.8927
O	-2.9827	-9.326	16.0255
O	4.7103	-6.8725	14.2462
O	1.007	5.7527	17.0109
O	-2.3253	7.7303	15.0421
O	5.9995	8.2155	14.3129
O	7.1466	2.9801	14.0439
O	7.1453	-0.3604	17.9147
O	4.8658	-8.6396	16.1296

Results
free energy: -36827.916 eV
free energy less fixed offsets of O -463.61, Si -117.95 eV per atom: -14.356 eV
pressure: -1.92 GPa
stress xx, yy, zz, yz, xz, xy (GPa, positive in tension): 1.97, 1.38, 2.41, -0.41, -0.84, -0.49

Forces (eV/angstrom), in the order of the atoms: element, x, y, z
Si	-0.1103	-0.4716	-0.2632
Si	0.1621	0.1223	-0.2947
Si	0.4033	0.3937	-0.403
Si	-0.1593	0.8077	-0.1505
Si	-0.4481	0.1353	-0.387
Si	0.329	-0.16	-0.6359
Si	-0.3859	0.3935	0.1711
Si	0.151	-0.5843	-0.4191
Si	0.0362	-0.1533	-0.1259
Si	-0.1536	-0.1766	0.0753
Si	-0.1265	-0.2749	-0.1801
Si	0.1237	0.0291	-0.077
Si	0.0343	0.1185	-0.0378
Si	-0.0548	-0.0479	0.0119
Si	0.1026	0.1487	-0.0419
Si	-0.3381	-0.4243	-0.7143
Si	-0.0469	0.1744	0.2093
Si	0.129	0.1029	-0.1234
Si	0.028	0.12	0.01
Si	0.0075	-0.0047	-0.1701
Si	0.0744	0.0748	-0.0957
Si	0.1801	-0.0617	-0.2635
Si	0.0292	-0.0726	0.0986
Si	-0.0975	0.0476	-0.055
Si	-0.1191	0.0241	-0.1342
Si	-0.0036	0.015	-0.0821
Si	0.0211	0.0327	0.0709
Si	0.1128	0.0549	-0.0603
Si	-0.0325	-0.0192	-0.0248
Si	0.0936	-0.0134	-0.0712
Si	0.0638	-0.0092	-0.2203
Si	-0.0994	-0.143	-0.1295
Si	-0.0553	0.0857	-0.0517
Si	-0.0134	0.0304	-0.0187
Si	0.0406	-0.0881	-0.0106
Si	-0.0115	-0.0411	0.0689
Si	-0.0685	-0.0781	0.0495
Si	-0.0082	0.1577	-0.0759
Si	0.065	0.0506	-0.052
Si	0.1499	0.0687	-0.0258
Si	0.0499	-0.0131	0.1217
Si	0.0322	-0.0163	-0.0696
Si	-0.0215	0.0555	0.1032
Si	0.0032	0.1534	0.0176
Si	-0.0255	0.0785	-0.0351
Si	-0.0113	-0.0373	-0.0118
Si	-0.0511	-0.0315	0.095
Si	-0.1195	-0.0167	0.0309
Si	-0.1058	0.0491	-0.0791
Si	0.2125	0.2333	-0.0828
Si	0.1273	-0.0086	0.2132
Si	-0.219	0.1196	0.2733
Si	-0.4095	0.054	0.4449
Si	-0.1103	-0.1248	0.0124
Si	0.2025	-0.1125	0.0398
Si	0.0432	0.0434	0.0287
Si	0.0943	-0.2466	0.4854
Si	-0.5181	0.511	0.575
Si	-0.0467	-0.1234	-0.0061
Si	-0.258	0.0639	-0.0444
Si	0.1037	-0.0546	-0.0681
Si	-0.0069	0.0202	-0.1017
Si	0.67	0.15	0.0797
Si	-0.0012	0.0965	0.2894
Si	-0.472	-0.4191	0.4396
Si	0.3808	0.6883	0.4379
Si	-0.1314	-0.0963	0.2801
Si	-0.327	-0.6346	-0.5571
Si	0.2405	-0.1359	0.6657
Si	0.1426	-0.2033	0.7227
Si	-0.0417	-0.5499	0.6217
Si	0.5198	0.1963	0.6724
Si	-0.0527	0.0282	0.267
Si	0.0879	-0.0186	-0.1356
Si	-0.1719	0.1187	1.2457
Si	-0.1563	0.1803	-0.1089
Si	-0.276	-0.1479	-0.5383
Si	0.0565	-0.0297	-0.0905
Si	-0.1041	-0.1747	0.3687
Si	0.2831	0.0188	0.1719
Si	0.3303	0.0465	-0.117
Si	-0.2442	0.2522	0.2132
Si	-0.4183	0.03	0.0039
Si	0.237	-0.0517	0.2772
Si	-0.0057	0.0191	-0.709
Si	0.0562	0.0219	0.3436
Si	0.0449	-0.4087	-0.1296
Si	0.1103	-0.0028	-0.1921
Si	0.0246	0.0549	-0.3256
Si	0.5179	-0.138	-0.5689
Si	-0.103	-0.1545	-0.2281
Si	-0.1177	-0.1283	-0.5687
O	0.0031	0.1392	0.016
O	-0.0915	0.0363	0.5191
O	0.1656	0.1224	0.2318
O	0.1181	-0.3648	-0.0394
O	-0.2078	0.0071	-0.0215
O	-0.3498	-0.0257	0.2226
O	0.1175	-0.1133	0.257
O	0.2738	0.5302	-0.1356
O	-0.1402	0.1384	0.3688
O	-0.1799	0.2307	0.5246
O	-0.058	-0.168	0.4904
O	-0.1931	-0.5657	0.6219
O	0.2668	-0.3535	-0.0357
O	-0.2205	-0.4247	0.141
O	-0.0808	0.5804	0.5231
O	0.0925	-0.3398	-0.3916
O	-0.0034	-0.4562	-0.8917
O	-0.2572	-0.196	-0.3535
O	0.2704	0.2489	-0.1362
O	-0.0874	-0.1041	-0.5755
O	0.4231	-0.2653	-0.3543
O	-0.0058	-0.0766	-0.4684
O	0.1601	0.455	-0.2874
O	0.0403	0.3275	0.4052
O	-0.3205	-0.1278	-0.2401
O	0.1427	0.3115	-0.3683
O	-0.0597	0.0184	-0.302
O	-0.0185	0.2758	-0.5673
O	-0.7283	-0.0559	-0.4214
O	-0.235	-0.0223	0.1595
O	0.1461	-0.0853	-0.5483
O	-0.244	0.3091	0.0134
O	0.1955	-0.2037	0.1328
O	-0.1373	-0.2628	0.0116
O	0.2039	0.1066	0.0564
O	0.1886	-0.0255	0.3473
O	0.006	0.0462	0.6207
O	0.0455	0.1686	0.1733
O	0.3752	0.0651	0.121
O	0.2621	0.153	-0.1937
O	0.2429	-0.0107	-0.1741
O	-0.0386	-0.1119	-0.3358
O	-0.0578	0.2023	0.2087
O	0.1812	-0.0426	0.0352
O	-0.2013	-0.1468	-0.1749
O	0.1032	0.1854	0.1695
O	0.0329	0.2724	0.4975
O	-0.1899	0.0845	-0.0794
O	0.2702	-0.0603	-0.1052
O	0.1751	-0.0264	0.0745
O	0.0956	-0.0763	0.264
O	-0.1882	0.0256	0.0735
O	-0.0752	0.2104	-0.0885
O	0.0262	0.1742	-0.1914
O	-0.0389	-0.2744	-0.003
O	-0.2603	-0.0093	0.054
